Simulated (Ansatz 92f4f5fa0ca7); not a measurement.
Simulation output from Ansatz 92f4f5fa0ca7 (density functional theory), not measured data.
Periodic cell of 237 atoms, Si145O90P2, from a study of silicon, its oxide and their interface. The atomic structure is a simulated model.

Settings: functional PBE; potential files Ansatz PAW; basis plane waves; wave-function cutoff 700 eV; density cutoff ratio 5; exchange-correlation grid ratio 1; k mesh 2 x 2 x 1, shifted by 0.5 0.5 0.5 of a step; self-consistency stop 5e-08 eV per atom in the density residual; occupations fixed; spin none; net charge 0.

Cell vectors (angstrom)
a, 11.6015, 0, 0
b, 0, 10.938, 0
c, 0, 0, 32.0622

Atoms: element, x, y, z (angstrom)
Si, -0.2097, -0.0778, 23.2704
Si, 3.6671, 0.1886, 23.1046
Si, 7.5402, -0.138, 23.4435
Si, 1.6774, 1.3557, 23.4107
Si, 5.7245, 1.4043, 23.1809
Si, 9.4336, 1.2206, 23.3582
Si, 0.1337, 5.2967, 23.4673
Si, 4.1044, 5.2886, 23.3834
Si, 8.009, 5.6098, 23.5255
Si, 2.1339, 6.5645, 23.3491
Si, 5.9387, 6.7712, 23.4825
Si, 9.9917, 6.8611, 23.5832
Si, 1.8954, 2.6566, 25.3737
Si, 5.8237, 2.6563, 25.2468
Si, 9.618, 2.6883, 25.2557
Si, 11.5896, 3.9987, 25.3965
Si, 3.8825, 3.9689, 25.315
Si, 7.7312, 4.0993, 25.3355
Si, 1.964, 8.1375, 25.1796
Si, 5.7678, 8.1617, 25.3732
Si, 9.6997, 8.2557, 25.4197
Si, 11.6303, 9.5491, 25.2577
Si, 3.8578, 9.5776, 25.0739
Si, 7.6813, 9.5167, 25.4044
Si, 11.6421, -0.0149, 27.2
Si, 3.8944, -0.0589, 27.1209
Si, 7.7513, -0.018, 27.2804
Si, 1.9786, 1.3075, 27.2741
Si, 5.8208, 1.3208, 27.2
Si, 9.6875, 1.3301, 27.2016
Si, 11.5873, 5.4674, 27.243
Si, 3.8398, 5.4171, 27.2117
Si, 7.7063, 5.4574, 27.2654
Si, 1.9322, 6.8234, 27.176
Si, 5.7533, 6.7933, 27.2784
Si, 9.6481, 6.812, 27.2776
Si, 1.9437, 2.7209, 29.1716
Si, 5.791, 2.709, 29.1387
Si, 9.6786, 2.7205, 29.1411
Si, 0.0099, 4.0929, 29.1668
Si, 3.8643, 4.0871, 29.1658
Si, 7.7292, 4.0752, 29.1751
Si, 1.9392, 8.1866, 29.1344
Si, 5.7868, 8.193, 29.1777
Si, 9.6698, 8.2022, 29.1833
Si, 0.006, 9.5613, 29.1474
Si, 3.8682, 9.5674, 29.1238
Si, 7.73, 9.5469, 29.1901
Si, 0, 0, 31.0965
Si, 3.8672, 0, 31.0965
Si, 7.7343, 0, 31.0965
Si, 1.9336, 1.3673, 31.0965
Si, 5.8008, 1.3673, 31.0965
Si, 9.6679, 1.3673, 31.0965
Si, 0, 5.469, 31.0965
Si, 3.8672, 5.469, 31.0965
Si, 7.7343, 5.469, 31.0965
Si, 1.9336, 6.8362, 31.0965
Si, 5.8008, 6.8362, 31.0965
Si, 9.6679, 6.8362, 31.0965
Si, 1.9336, 2.7345, 0.9679
Si, 5.8008, 2.7345, 0.9679
Si, 9.6679, 2.7345, 0.9679
Si, 0, 4.1018, 0.9679
Si, 3.8672, 4.1018, 0.9679
Si, 7.7343, 4.1018, 0.9679
Si, 1.9336, 8.2035, 0.9679
Si, 5.8008, 8.2035, 0.9679
Si, 9.6679, 8.2035, 0.9679
Si, 0, 9.5708, 0.9679
Si, 3.8672, 9.5708, 0.9679
Si, 7.7343, 9.5708, 0.9679
Si, 11.6072, 0.0065, 2.914
Si, 3.8514, -0.0057, 2.9426
Si, 7.7475, 0.0058, 2.8861
Si, 1.9357, 1.3694, 2.8963
Si, 5.8189, 1.3372, 2.8521
Si, 9.6677, 1.3715, 2.9124
Si, 11.5982, 5.4807, 2.897
Si, 3.8822, 5.4828, 2.8983
Si, 7.7542, 5.538, 2.8816
Si, 1.9339, 6.8352, 2.9085
Si, 5.7991, 6.8675, 2.9038
Si, 9.686, 6.8845, 2.933
Si, 1.9964, 2.7278, 4.8277
Si, 5.97, 2.7856, 4.6927
Si, 9.6555, 2.7864, 4.8213
Si, 11.623, 4.082, 4.8054
Si, 3.9791, 4.0415, 4.7714
Si, 7.8222, 4.2561, 4.8472
Si, 1.9148, 8.1674, 4.8737
Si, 5.7706, 8.292, 4.7991
Si, 9.6573, 8.2884, 4.8853
Si, 11.6217, 9.6232, 4.8862
Si, 3.8048, 9.5849, 4.9052
Si, 7.7184, 9.646, 4.8595
Si, 11.576, 0.1741, 6.7792
P, 3.7464, -0.2281, 6.9828
Si, 7.6301, 0.0859, 6.8213
Si, 2.1029, 1.3386, 6.7523
P, 5.6522, 1.2196, 6.3029
Si, 9.6224, 1.5211, 6.8281
Si, 11.5131, 5.4824, 6.6997
Si, 4.001, 5.3632, 6.7194
Si, 7.7273, 5.6603, 6.8056
Si, 1.9886, 6.5718, 6.6658
Si, 5.7916, 6.9535, 6.7159
Si, 9.722, 7.0152, 6.8909
O, 9.8867, 7.9795, 8.2694
O, 7.4169, 10.0683, 8.1863
O, 7.3909, 4.6986, 8.1299
O, 2.8393, 10.1499, 8.3725
O, 2.1944, 7.2768, 8.1416
O, 4.0824, 4.4685, 8.1472
O, 9.7385, 2.4583, 8.2067
O, 2.6052, 2.2799, 8.0575
O, 11.373, 4.5694, 8.0786
O, 5.3412, 2.2143, 7.5792
O, 5.7773, 7.9241, 8.0765
O, 11.2612, 10.2841, 8.1699
O, 11.242, 10.0821, 21.7874
O, 3.2445, 10.6889, 21.5264
O, 5.7092, 7.8149, 22.1986
O, 4.2168, 4.4461, 21.9322
O, 7.6661, 9.68, 22.1863
O, 10.3319, 7.6512, 22.1624
O, 1.601, 2.37, 22.0974
O, 5.9268, 2.4269, 21.8609
O, 8.4085, 4.6768, 22.2057
O, -0.1232, 4.3971, 22.0717
O, 2.2993, 7.3365, 21.8961
O, 9.1226, 1.8501, 21.8496
Si, 1.878, 7.6185, 9.6713
Si, 5.0107, 0.5849, 17.6738
Si, 2.4191, 5.4061, 14.069
Si, 10.4593, 3.878, 14.0465
Si, 8.219, 2.3466, 15.2502
Si, 9.5379, 2.2152, 20.323
Si, 10.4763, 3.6488, 9.068
Si, -0.0435, 2.3166, 11.572
Si, 10.9337, 8.1067, 15.4398
Si, 5.1134, 6.9226, 13.9792
Si, 5.732, 2.5789, 11.0596
Si, 8.5603, 7.6268, 19.3999
Si, 8.1057, 4.817, 20.6153
Si, 5.8943, 9.5759, 15.1945
Si, 2.0917, 7.6353, 20.3144
Si, 1.8696, 4.883, 18.7934
Si, 4.4421, 3.4365, 17.9974
Si, 8.4469, 8.9125, 16.8487
Si, 0.7466, 9.4698, 13.3482
Si, 9.865, 10.6306, 11.7293
Si, 5.3357, 3.6972, 20.9948
Si, 0.5091, 5.4662, 16.2854
Si, 10.74, 9.0938, 9.1347
Si, 6.5452, 8.8848, 21.2981
Si, 7.0187, 7.1615, 11.441
Si, 2.575, 0.7128, 12.2953
Si, 10.8747, 8.6773, 21.0237
Si, 5.9837, 4.3229, 15.6054
Si, 7.0354, 0.4646, 12.959
Si, 4.0949, 2.8575, 8.4524
Si, 0.7719, 6.7311, 11.9751
Si, 6.3927, 9.0899, 9.0387
Si, 0.638, 3.2705, 21.1535
Si, 9.6648, 6.5403, 12.9339
Si, 7.6942, 4.5653, 9.7253
Si, 3.986, 10.0603, 20.2015
Si, 4.1819, 3.0387, 13.4799
Si, 3.6057, 9.9041, 9.8206
Si, 8.0178, 0.7617, 18.029
O, 11.3843, 3.296, 12.8507
O, 9.3194, 4.4922, 9.8724
O, 8.7791, 3.5681, 19.8458
O, 4.0139, -0.0578, 18.7978
O, 11.2418, 4.4925, 15.3287
O, 9.8569, 9.74, 10.3504
O, 3.7008, 1.5136, 13.165
O, 0.5812, 8.9946, 14.8959
O, 6.4414, 1.0164, 18.3648
O, 4.7326, 3.1653, 19.585
O, 6.2219, 1.1574, 11.7142
O, 0.4849, 8.4607, 9.7754
O, 5.5554, 4.3371, 17.1896
O, 8.3372, 7.2448, 12.3708
O, 4.4857, 2.4868, 9.9904
O, 2.0153, 5.5617, 15.638
O, 3.2356, -0.0126, 11.0093
O, 5.7807, 7.1909, 12.506
O, 2.261, 6.3643, 19.3271
O, 0.5722, 4.8953, 17.8066
O, 8.3615, 10.6657, 12.355
O, 5.2027, 10.0504, 9.5839
O, 0.5869, 8.2262, 20.1743
O, 9.6923, 2.5856, 14.6444
O, 1.907, 10.5938, 13.3293
O, 9.9181, 9.1077, 16.2
O, 6.0986, 10.3264, 13.7539
O, 7.3894, 1.5738, 14.0919
O, 1.6177, 3.9579, 20.0835
O, 5.8998, 5.7865, 14.8767
O, 7.3245, 8.9458, 15.6803
O, 1.4312, 1.6746, 11.6857
O, 7.0357, 8.4011, 10.3731
O, 4.2893, 1.9853, 17.2509
O, 7.0283, 3.2019, 10.3047
O, 11.4644, 6.9509, 16.4408
O, 8.1703, 10.1055, 17.8859
O, 3.1728, 8.4027, 10.2762
O, 7.5195, 3.7887, 15.5434
O, 3.0645, 4.2641, 17.9043
O, 2.8208, 3.8974, 13.6421
O, 1.2325, 8.2248, 12.4319
O, 1.0891, 5.737, 13.2062
O, 4.9541, 8.2886, 14.8622
O, 11.1595, 2.3785, 20.3127
O, 10.9037, 10.0039, 12.8132
O, 5.1615, 3.5384, 12.26
O, 5.0268, 3.2287, 14.8519
O, 6.4745, 4.7883, 20.5309
O, 8.3817, 1.4944, 16.623
O, 10.351, 1.2232, 11.455
O, 10.7702, 6.6181, 11.7308
O, 3.2524, 8.6634, 19.8386
O, 1.6135, 6.321, 10.6363
O, 7.1502, 8.1075, 20.0281
O, 8.4264, 7.5578, 17.7695
O, 3.6041, 6.4237, 13.6759
O, 9.4366, 4.9937, 13.4089
O, 5.5327, 9.9809, 20.6881
O, 10.1495, 7.4105, 14.205
O, 8.8032, 6.12, 19.9516
O, 7.0441, 5.7904, 10.5651
O, 5.249, 10.5392, 16.3684
O, 9.0422, 1.1227, 19.2342
O, 11.5375, 3.1233, 10.1661
O, 9.7147, 8.6838, 19.876

Results
free energy: -144891.567 eV
free energy less fixed offsets of O -569.03, P -756.45, Si -635.61 eV per atom: -2.517 eV

Forces (eV/angstrom), in the order of the atoms: element, x, y, z
Si, -0.0008, -0.0364, -0.0195
Si, -0.036, -0.0614, 0.0026
Si, 0.0456, -0.0528, -0.0583
Si, -0.0455, 0.0391, -0.0297
Si, 0.0747, 0.0636, -0.0002
Si, -0.0302, 0.0383, -0.0303
Si, -0.0802, -0.0261, -0.0377
Si, -0.003, -0.0105, -0.0675
Si, 0.0365, -0.0742, 0.0072
Si, -0.012, 0.0662, 0.0112
Si, -0.0863, 0.0371, -0.031
Si, 0.0422, 0.0142, -0.0767
Si, 0.0114, -0.0548, -0.0092
Si, 0.0441, -0.0715, -0.0195
Si, 0.0089, -0.0869, -0.0222
Si, 0.0136, 0.0647, -0.0099
Si, -0.0026, 0.065, 0.0213
Si, -0.0141, 0.0872, -0.0098
Si, 0.0045, -0.0926, 0.0084
Si, -0.0196, -0.0755, -0.0094
Si, 0.0013, -0.0527, 0.0007
Si, 0.0409, 0.0708, -0.0155
Si, 0.0135, 0.1042, -0.0087
Si, -0.0085, 0.0546, -0.0134
Si, -0.0143, -0.0523, 0.0048
Si, -0.0247, -0.0543, 0.0113
Si, -0.0145, -0.0328, -0.0012
Si, -0.0048, 0.0466, 0.0015
Si, -0.018, 0.0449, 0.0168
Si, -0.0231, 0.0375, 0.0143
Si, 0.0157, -0.0464, 0.0058
Si, -0.0007, -0.0411, -0.0061
Si, 0.015, -0.0428, 0.0022
Si, 0.0247, 0.0473, 0.0125
Si, 0.0027, 0.0445, 0.0043
Si, -0.0025, 0.0313, -0.0042
Si, -0.0012, -0.0348, -0.0048
Si, 0.0004, -0.0303, 0.0039
Si, -0.0014, -0.0271, 0.0051
Si, -0.003, 0.0293, 0.0128
Si, 0.001, 0.0309, 0.0106
Si, -0.0005, 0.0238, 0.0023
Si, 0.0046, -0.03, 0.0072
Si, -0.009, -0.0243, -0.0012
Si, 0.002, -0.021, -0.0052
Si, 0.0039, 0.0265, 0.0112
Si, 0, 0.0412, 0.0061
Si, 0.0013, 0.0252, -0.0003
Si, 0.0481, -0.0388, -0.0793
Si, -0.0153, -0.038, -0.2131
Si, -0.0207, -0.0094, 0.1024
Si, -0.0033, -0.0306, 0.0847
Si, -0.0177, 0.029, -0.1165
Si, 0.0135, -0.0219, -0.1014
Si, 0.0076, -0.0673, 0.0103
Si, 0.0205, -0.0416, -0.0258
Si, -0.0144, -0.0961, -0.004
Si, 0.0045, 0.0077, -0.1149
Si, -0.0248, -0.0423, 0.125
Si, 0.0402, -0.0949, 0.1383
Si, -0.003, 0.0095, 0.016
Si, -0.0263, 0.0009, -0.2091
Si, 0.0345, 0.0128, 0.0589
Si, -0.0292, 0.0857, -0.0224
Si, 0.0131, 0.0572, 0
Si, 0.0346, 0.1552, 0.1346
Si, 0.0328, -0.006, 0.0323
Si, -0.0314, 0.0584, -0.081
Si, 0.0671, 0.0752, 0.0472
Si, -0.038, 0.0431, 0.0411
Si, -0.0087, 0.0453, 0.1324
Si, 0.0633, -0.0619, -0.0115
Si, 0.0245, -0.0463, -0.0199
Si, -0.0268, -0.0849, -0.0554
Si, 0.0253, -0.0427, 0.0143
Si, 0.0036, 0.0313, -0.0291
Si, 0.006, 0.0602, -0.0038
Si, -0.0197, 0.0469, -0.0187
Si, 0.0277, -0.0619, -0.0082
Si, 0.0087, -0.0342, -0.0145
Si, -0.0028, -0.0616, -0.0014
Si, -0.0168, 0.0551, 0.0081
Si, 0.0107, 0.0424, -0.0033
Si, 0.0042, 0.0786, 0.0478
Si, -0.0151, -0.0146, 0.0132
Si, 0.0854, -0.0247, 0.0175
Si, -0.0498, -0.0798, 0.0058
Si, 0.0033, 0.0561, -0.0224
Si, -0.035, 0.0625, 0.0315
Si, -0.0752, 0.0536, -0.0249
Si, 0.0228, -0.0746, -0.0039
Si, -0.0119, -0.0615, -0.004
Si, -0.0021, -0.0702, -0.0433
Si, 0.0141, 0.0538, 0.0059
Si, -0.0294, 0.1261, 0.0148
Si, 0.0182, 0.0415, 0.0031
Si, -0.0551, -0.0585, 0.0685
P, 0.2805, -0.1156, -0.0461
Si, 0.0022, -0.0628, 0.0308
Si, 0.0703, 0.1401, -0.0392
P, -0.2894, 0.0084, 0.0461
Si, -0.01, 0.0127, 0.0372
Si, -0.0019, -0.051, 0.0671
Si, 0.109, -0.0314, 0.0493
Si, -0.0266, -0.0847, 0.0195
Si, -0.0028, 0.0838, -0.0006
Si, -0.0629, 0.0464, 0.0627
Si, 0.0017, 0.0697, 0.0465
O, -0.0122, -0.0039, -0.0389
O, 0.0458, -0.0292, -0.0055
O, 0.0484, -0.0054, -0.0059
O, -0.1129, 0.0289, 0.0984
O, -0.0429, 0.0151, 0.0299
O, -0.0072, 0.0109, -0.0417
O, -0.0083, 0.01, -0.0342
O, 0.0365, -0.0155, -0.024
O, 0, -0.0138, -0.017
O, 0.0221, 0.0234, -0.016
O, 0.0018, -0.0275, -0.0424
O, 0.0145, -0.0291, -0.0085
O, 0.0015, -0.0135, 0.0341
O, 0.0542, -0.0246, -0.0035
O, 0.0525, 0.0273, 0.0095
O, 0.0243, -0.0275, 0.0062
O, -0.0427, -0.0065, 0.0134
O, -0.0105, 0.037, 0.0028
O, -0.0236, 0.0224, 0.0031
O, -0.0339, 0.0029, 0.0268
O, -0.0297, -0.0023, -0.0067
O, 0.0445, -0.0278, 0.0146
O, -0.0243, 0.0069, 0.0037
O, 0.0389, 0.0192, -0.0062
Si, 0.0142, 0.0084, -0.0021
Si, -0.0058, 0.0006, -0.0006
Si, -0.0073, -0.0079, 0.0052
Si, -0.0011, -0.0065, 0.0002
Si, 0.0052, 0.0004, 0.0027
Si, 0.0006, -0.0003, 0.0005
Si, 0.0133, 0.0072, 0.0183
Si, 0.0129, 0.0064, 0.0065
Si, 0.0023, 0.001, 0.0082
Si, -0.005, 0.0026, -0.0005
Si, -0.0047, -0.0195, -0.0011
Si, -0.0092, -0.0016, -0.0044
Si, -0.0045, 0.0008, 0.0059
Si, -0.0057, -0.0012, -0.0033
Si, 0.0089, 0.0075, -0.0111
Si, 0.0016, -0.0032, 0.0011
Si, -0.0026, 0.0009, -0.0043
Si, -0.0004, -0.0029, 0.0001
Si, 0.004, -0.0023, 0.0027
Si, -0.0057, 0.0009, 0.0022
Si, -0.0062, 0.0226, -0.005
Si, 0.001, 0.0009, 0.0009
Si, 0.0215, 0.0061, 0.0266
Si, -0.0117, 0.002, -0.0035
Si, -0.0033, 0.0084, 0.009
Si, 0.0119, -0.0078, -0.0125
Si, -0.0133, -0.0148, -0.0087
Si, 0.003, 0.0009, 0.0028
Si, -0.0094, -0.0013, -0.0038
Si, 0.0219, -0.0059, 0.0127
Si, 0.0063, 0.0002, 0.0086
Si, -0.0284, 0.0639, 0.0129
Si, 0.0116, -0.0108, 0.0008
Si, -0.0028, -0.001, -0.0008
Si, -0.0056, -0.0077, 0.0137
Si, 0.0064, 0.0001, 0.0014
Si, -0.0023, 0.0012, 0.0015
Si, 0.0054, 0.0107, -0.0136
Si, -0.0021, -0.0049, -0.0022
O, -0.0133, -0.0077, -0.0175
O, -0.005, -0.0169, -0.0266
O, -0.0005, -0.0035, 0.0183
O, 0.0189, 0.0011, -0.0057
O, 0.001, 0.0181, -0.002
O, 0.0184, 0.0078, -0.0046
O, -0.0129, 0.0109, -0.0142
O, -0.0219, -0.0126, -0.0211
O, 0.0002, -0.0121, -0.0228
O, -0.0046, 0.0084, 0.0048
O, 0.0141, 0.0139, 0.0161
O, -0.0101, 0.0016, -0.0383
O, -0.0137, -0.0221, -0.0188
O, -0.0082, -0.0168, -0.0166
O, -0.0037, 0.0138, 0.0064
O, -0.0283, -0.0059, -0.0236
O, -0.0227, 0.0084, 0.0471
O, 0.0083, -0.0097, 0.0094
O, -0.018, -0.0153, 0.0057
O, 0.0181, 0.0059, -0.0023
O, 0.0045, 0.0144, -0.0003
O, 0.0278, -0.0277, 0.0088
O, 0.0141, -0.0009, 0.0236
O, -0.0226, 0.0166, -0.0007
O, -0.0154, 0.0015, -0.0248
O, -0.0141, -0.0221, 0.0016
O, 0.0128, 0.0031, 0.0103
O, 0.0101, -0.0068, -0.0009
O, -0.0153, 0.0165, -0.0048
O, -0.0198, -0.0078, -0.0054
O, -0.005, 0.014, 0.0134
O, -0.0198, 0.0001, 0.0207
O, 0.0122, -0.0257, 0.008
O, 0.0172, 0.013, 0.0213
O, -0.0032, 0.016, -0.0023
O, 0.0022, -0.0024, -0.0335
O, -0.0035, 0.0064, -0.0276
O, -0.0434, -0.0224, -0.0103
O, -0.0141, -0.0223, -0.0075
O, 0.0007, -0.0057, 0.0265
O, 0.0129, 0.0236, 0.0052
O, -0.0286, -0.0081, 0.0091
O, 0.0196, 0.0236, -0.0041
O, 0.0184, -0.0082, -0.008
O, -0.0071, 0.0191, 0.019
O, 0.0074, 0.0007, -0.0144
O, -0.0074, -0.0227, 0.014
O, 0.0062, 0.0274, -0.0053
O, 0.0016, -0.0278, 0.0051
O, -0.0175, 0.0014, 0.0014
O, 0.0032, -0.0143, 0.0044
O, -0.003, -0.0043, 0.0292
O, -0.0169, -0.0063, 0.0195
O, -0.0081, 0.0231, 0.009
O, 0.0199, 0.0058, 0.0122
O, 0.0008, 0.0215, 0.0179
O, -0.0044, -0.0216, 0.0118
O, 0.0311, 0.0053, 0.0063
O, 0.0039, -0.0272, -0.0086
O, 0.0137, -0.009, 0.0001
O, -0.0068, 0.0111, 0.0044
O, 0.014, 0.0024, -0.0063
O, 0.0137, 0.0017, 0.0032
O, -0.0024, 0.0101, 0.0073
O, -0.0245, -0.0071, 0.0123
O, -0.0143, -0.0195, 0.0067

The program warned: the cutoff lies below the one the program advises for these potential files; the exchange-correlation potential is rough where the density is thin.
